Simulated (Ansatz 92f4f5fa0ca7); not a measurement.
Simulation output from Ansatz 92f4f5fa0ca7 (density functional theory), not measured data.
Periodic cell of 223 atoms, Si131O90P2, from a study of silicon, its oxide and their interface. The atomic structure is a simulated model.
Doubt: the cutoff is far below the 930 eV that the study's wrapper takes by default for these files, so forces and energies are approximate.
This geometry differs little from another in the collection (a relaxation step or a small displacement).

Settings: functional PBE; potential files Ansatz PAW; basis plane waves; wave-function cutoff 580 eV; density cutoff ratio 5; exchange-correlation grid ratio 1; k mesh 1 x 1 x 1, Gamma-centred; self-consistency stop 5e-08 eV per atom in the density residual; occupations fixed; spin none; net charge 0.

Cell vectors (angstrom)
a	10.938	0	0
b	0	10.938	0
c	0	0	32.1988

Atoms: element, x, y, z (angstrom)
Si	10.7052	0.1344	24.7758
Si	5.7803	10.626	24.7212
Si	2.5977	2.8338	24.5526
Si	8.5705	2.4542	24.8605
Si	0.3178	5.0541	24.7945
Si	5.1663	5.6891	24.6768
Si	2.9807	7.9782	24.5994
Si	8.027	8.4314	24.7095
P	1.8478	0.8314	25.372
Si	6.9031	1.2915	26.0591
Si	4.0401	4.0582	26.0129
Si	9.6881	4.0044	26.2352
Si	1.4333	6.7787	25.9743
Si	6.8327	6.8078	25.9786
Si	4.1931	9.4536	26.0082
Si	9.5413	9.5868	26.1616
Si	2.8014	-0.0728	27.2755
Si	8.2156	0.0076	27.5433
P	0.0309	2.6835	27.5778
Si	5.4841	2.7165	27.3381
Si	2.7015	5.4046	27.4374
Si	8.2083	5.455	27.3732
Si	0.025	8.1452	27.3589
Si	5.5149	8.1189	27.4449
Si	4.0773	1.3738	28.6962
Si	9.5776	1.431	28.8744
Si	1.2901	4.0889	28.8428
Si	6.8238	4.0958	28.7381
Si	4.0875	6.7882	28.7921
Si	9.5643	6.8304	28.7511
Si	1.3654	9.5749	28.6929
Si	6.8161	9.5525	28.8316
Si	0.0175	-0.0074	30.1389
Si	5.4371	0.0136	30.137
Si	2.7298	2.7293	30.1334
Si	8.1677	2.759	30.1747
Si	-0.0203	5.4948	30.1719
Si	5.4744	5.4522	30.1486
Si	2.7293	8.2138	30.1222
Si	8.214	8.1947	30.1543
Si	1.3673	1.3673	31.515
Si	6.8362	1.3673	31.515
Si	4.1018	4.1018	31.515
Si	9.5708	4.1018	31.515
Si	1.3673	6.8362	31.515
Si	6.8362	6.8362	31.515
Si	4.1018	9.5708	31.515
Si	9.5708	9.5708	31.515
Si	2.7345	0	0.6835
Si	8.2035	0	0.6835
Si	0	2.7345	0.6835
Si	5.469	2.7345	0.6835
Si	2.7345	5.469	0.6835
Si	8.2035	5.469	0.6835
Si	0	8.2035	0.6835
Si	5.469	8.2035	0.6835
Si	4.1229	1.3598	2.0585
Si	9.569	1.3547	2.0555
Si	1.3709	4.1191	2.0394
Si	6.8502	4.0864	2.0604
Si	4.1073	6.8268	2.0567
Si	9.5791	6.8355	2.0536
Si	1.3828	9.5496	2.0555
Si	6.8311	9.5895	2.0527
Si	0.0003	-0.034	3.3935
Si	5.4938	0.0124	3.4741
Si	2.7785	2.7818	3.3682
Si	8.1942	2.6946	3.4522
Si	0.0247	5.48	3.4351
Si	5.4875	5.463	3.4126
Si	2.773	8.2066	3.4509
Si	8.2128	8.2268	3.3845
Si	1.4004	1.3872	4.6417
Si	6.8545	1.3439	4.9106
Si	4.1645	4.0789	4.8077
Si	9.5845	4.0796	4.7639
Si	1.4233	6.8257	4.8221
Si	6.8373	6.8814	4.7371
Si	4.145	9.5713	4.8488
Si	9.5669	9.548	4.7964
Si	2.7554	0.1025	6.0664
Si	8.2168	-0.0659	6.271
Si	0.0374	2.6701	6.0476
Si	5.4856	2.7194	6.2964
Si	2.8255	5.4694	6.1831
Si	8.185	5.4713	6.0503
Si	0.0233	8.1805	6.1589
Si	5.5406	8.2171	6.2373
Si	3.8499	1.5621	7.6087
Si	9.8507	1.1362	7.4545
Si	1.6441	3.7898	7.3164
Si	6.6624	4.4063	7.4891
Si	4.4188	6.6257	7.5463
Si	9.3831	6.9368	7.4137
Si	1.1509	9.9107	7.3018
Si	7.1758	9.2193	7.675
O	8.3266	8.0774	7.9164
O	2.7293	2.7253	7.9615
O	9.735	1.3964	24.324
O	4.0772	6.8139	24.0946
O	0.0384	0.0202	7.9604
O	5.538	5.503	8.0371
O	6.9227	9.5469	24.1574
O	1.3566	3.8813	24.2213
O	3.877	7.3833	8.932
O	0.8267	4.3648	8.6071
O	9.8309	6.1652	8.8105
O	2.1169	9.3779	8.5156
O	7.5147	3.9178	8.8173
O	4.2903	0.9093	9.0727
O	6.7568	9.5442	9.2331
O	9.2276	1.8575	8.8
O	7.9203	3.2332	23.5646
O	10.4837	5.6975	23.4944
O	5.0311	0.3526	23.4235
O	5.8479	4.9372	23.3805
O	3.3031	2.4267	23.1055
O	2.3121	8.7532	23.2837
O	8.7529	7.7339	23.4016
O	-0.0448	10.1426	23.4331
Si	4.5149	1.5388	22.4301
Si	3.5256	7.8997	14.0392
Si	7.1534	0.9268	14.6661
Si	0.9513	9.2591	22.4953
Si	1.2108	4.2877	11.8865
Si	6.3055	8.9314	15.3166
Si	0.7101	1.3455	12.3079
Si	8.686	4.9051	20.5152
Si	0.3435	5.7	9.3726
Si	5.1478	3.0901	17.9339
Si	0.925	3.7105	16.757
Si	10.4489	2.7917	19.2346
Si	5.3041	1.1623	10.3523
Si	0.9358	0.1235	19.8507
Si	6.6741	9.4419	10.8715
Si	9.3822	9.6401	18.3282
Si	9.4245	9.2189	12.5746
Si	6.7075	3.7773	22.6178
Si	2.4581	8.0608	9.3869
Si	10.6368	7.3338	17.0824
Si	2.5569	6.2574	16.5883
Si	10.2149	4.4621	14.1979
Si	6.1874	9.1442	18.5133
Si	7.9867	2.5633	9.587
Si	8.9118	2.1228	12.4557
Si	5.388	6.2066	18.0706
Si	3.9764	0.5207	19.4482
Si	4.3065	3.8199	12.0506
Si	5.5786	6.5778	12.1391
Si	8.0607	2.4637	17.2228
Si	4.3987	2.4554	14.9636
Si	1.5761	1.1842	15.2638
Si	1.6052	9.3904	12.0569
Si	8.0894	6.8196	13.8646
Si	10.4217	9.8031	15.4912
Si	9.8966	6.9077	22.5732
Si	8.1624	5.4447	17.4157
O	6.0776	7.9396	11.2963
O	6.0712	9.1627	16.8965
O	7.7146	1.3377	13.1975
O	0.922	1.724	13.8788
O	9.4785	6.2187	16.885
O	6.8006	6.1722	13.1303
O	5.1772	4.6224	18.6129
O	9.2763	2.1059	18.2753
O	2.4169	0.057	19.083
O	9.4505	10.1958	16.7688
O	2.8184	4.4199	11.715
O	5.1124	10.2825	19.0884
O	9.4601	3.215	13.5021
O	0.5066	1.7133	19.9676
O	3.189	1.3408	15.0655
O	8.2236	5.3347	19.0288
O	3.9423	6.5624	17.395
O	4.6276	3.263	16.3779
O	9.1003	5.6384	14.3205
O	5.7528	2.5558	22.1366
O	10.7193	4.1161	15.6918
O	0.3813	3.8247	18.2927
O	10.472	10.4753	19.2178
O	9.6801	9.9938	14.0343
O	11.0694	7.9146	22.0666
O	1.2309	2.1265	16.5411
O	9.7722	3.6862	20.4234
O	8.1897	3.9926	16.6885
O	-0.0065	9.0804	11.9115
O	6.6311	2.3845	18.0088
O	5.6083	10.6984	11.2018
O	7.7949	9.5544	18.8489
O	10.062	1.0034	12.0642
O	1.3311	6.9455	9.0837
O	0.6602	4.7419	13.3586
O	5.7554	7.5841	18.9854
O	5.2676	5.0637	11.5184
O	2.7555	6.9509	15.1259
O	0.9486	2.7207	11.4767
O	0.9008	10.6543	15.5516
O	2.443	8.5709	10.9236
O	4.7204	2.4102	11.2744
O	4.2875	3.487	13.6795
O	2.2429	4.6483	16.5034
O	10.7496	8.2167	15.7032
O	6.9649	10.2591	14.6674
O	2.3746	8.9218	13.4375
O	8.0702	1.4853	15.9094
O	4.1658	6.9681	12.8643
O	4.2162	1.9707	18.6944
O	7.3499	4.4125	21.2832
O	8.4365	2.9094	11.1118
O	1.2269	6.8339	17.3685
O	5.6871	1.5412	14.7579
O	8.1602	9.7318	11.5982
O	9.2766	6.226	21.2446
O	8.9985	7.6852	12.8548
O	1.6875	0.0971	11.8998
O	6.6967	6.1077	17.0709
O	7.4334	7.7675	15.0367
O	1.2629	10.2116	21.212
O	10.0738	8.1621	18.3606
O	4.0418	0.8259	21.0531
O	0.3584	5.3091	10.9387
O	6.7221	1.554	9.6475
O	4.8124	8.6782	14.6901

Results
free energy: -135976.056 eV
free energy less fixed offsets of O -568.88, P -755.39, Si -635.61 eV per atom: -1.166 eV

Forces (eV/angstrom), in the order of the atoms: element, x, y, z
Si	0.0228	0.1083	0.0124
Si	0.0264	-0.0256	0.0598
Si	-0.1749	-0.0337	0.1141
Si	-0.0226	-0.0484	0.0675
Si	0.0474	0.0164	0.0473
Si	0.0282	-0.025	0.0442
Si	0.0257	-0.0186	0.045
Si	0.0022	-0.0256	0.0613
P	0.3235	-0.2811	0.1135
Si	-0.0005	-0.0239	-0.0128
Si	-0.0291	0.016	-0.0319
Si	-0.0018	-0.002	0.0688
Si	0.0004	-0.0008	-0.0125
Si	-0.0055	0.0103	0.0526
Si	-0.0098	0.0011	0.0146
Si	-0.0369	0.0328	-0.0202
Si	-0.1965	0.1805	-0.3035
Si	-0.0033	0.0127	-0.0218
P	-0.0199	0.0034	-0.2848
Si	0.0291	-0.0033	-0.0478
Si	-0.0138	0.0057	-0.0146
Si	0.0219	-0.0198	-0.0804
Si	0.0015	-0.0339	-0.0465
Si	-0.0222	0.017	-0.0613
Si	-0.0192	-0.0512	0.0782
Si	-0.0614	-0.0602	0.0201
Si	0.0562	0.0758	0.0077
Si	0.0247	0.0378	0.0699
Si	0.0248	0.0189	0.031
Si	-0.0269	-0.013	0.0657
Si	0.0622	0.0145	0.0994
Si	0.0168	-0.0137	0.0104
Si	0.0026	-0.0033	-0.0492
Si	0.0086	0.022	-0.0312
Si	0.0005	-0.0102	-0.0403
Si	0.0511	0.035	-0.0705
Si	-0.0438	-0.0455	-0.0581
Si	-0.0186	0.0063	-0.0308
Si	-0.0144	-0.0164	-0.034
Si	0.0005	0.0119	-0.0269
Si	0.1425	-0.1093	-0.0239
Si	-0.2321	-0.0031	-0.0071
Si	0.0016	-0.1086	-0.0435
Si	-0.1346	0.1338	0.1197
Si	0.0347	0.2515	-0.0555
Si	0.0624	-0.0943	-0.0085
Si	-0.1455	0.0109	-0.1044
Si	0.0899	-0.0043	-0.0366
Si	0.0434	-0.0383	0.1588
Si	-0.0337	0.0452	-0.089
Si	-0.0541	-0.0145	0.0742
Si	0.0543	-0.1063	0.0726
Si	-0.0096	0.1426	-0.1276
Si	0.0877	-0.0991	0.1477
Si	0.1473	-0.0638	0.035
Si	-0.0006	0.0276	0.0702
Si	0.0226	-0.0103	-0.0082
Si	-0.0032	-0.0066	-0.0093
Si	-0.0034	0.0101	-0.0174
Si	-0.0012	-0.0079	-0.0073
Si	0.0046	0.0004	-0.0022
Si	0.0048	0.0015	-0.0135
Si	0.0161	-0.0214	-0.01
Si	-0.006	0.0028	-0.0073
Si	0.0129	0.0165	0.0198
Si	-0.0161	-0.0053	-0.0228
Si	-0.0071	-0.0322	0.0333
Si	0.0184	0.0279	-0.0185
Si	-0.0155	-0.0078	-0.0062
Si	0.0054	0.006	0.0088
Si	-0.0153	-0.0008	-0.018
Si	0.0011	-0.0183	0.0259
Si	0.0019	-0.0051	-0.039
Si	-0.0036	-0.0058	0.0154
Si	0.0037	0.0112	-0.0158
Si	-0.0061	-0.0046	0.0017
Si	0.0064	0.007	0.0039
Si	0.0015	0.0045	-0.0178
Si	0.0048	0.0053	0.0161
Si	-0.0105	-0.0089	-0.017
Si	0.0027	0.0076	-0.0077
Si	-0.0013	-0.0021	0.0016
Si	0.002	-0.0031	-0.0082
Si	-0.0023	-0.0035	-0.0005
Si	0.0002	0.0055	0.0033
Si	0.0036	0.0009	-0.0064
Si	-0.0027	-0.0061	-0.0014
Si	0.002	-0.0009	-0.0073
Si	-0.0004	-0.0029	-0.004
Si	0.003	0.006	-0.0016
Si	-0.0108	0.0003	-0.0064
Si	0.0036	0.0146	0.0047
Si	0.0069	-0.0019	-0.008
Si	-0.0101	0.0033	-0.009
Si	0.0017	0.003	0.0014
Si	-0.0011	-0.0066	-0.0101
O	0.0024	0.0044	0.0029
O	0.0093	-0.0053	-0.0032
O	-0.0651	0.0309	-0.0187
O	-0.0175	0.0162	0.0077
O	0	-0.0016	-0.0045
O	-0.0019	-0.0066	-0.0026
O	-0.0206	0.0142	0.006
O	-0.0203	0.0535	-0.0004
O	-0.009	0.0054	0.0043
O	-0.0024	0.0044	0.0086
O	0.0066	-0.0033	0.0049
O	-0.0001	-0.004	0.0011
O	0.0024	-0.0089	-0.0001
O	0.005	0.0019	0.0072
O	-0.0015	0.0031	0.0121
O	-0.0061	0.0047	0.0061
O	0.0184	-0.0016	0.032
O	0.0092	-0.0421	0.0384
O	-0.0331	0.1003	-0.0718
O	0.0175	-0.0451	-0.0495
O	-0.0188	-0.0823	0.1487
O	-0.0629	-0.0151	-0.0382
O	-0.0174	0.0031	-0.0096
O	0.159	0.0957	0.1318
Si	0.059	-0.0073	0.0476
Si	-0.0005	0.0016	-0.0066
Si	0.0017	-0.0014	-0.0042
Si	-0.0246	0.0123	0.0695
Si	-0.0016	0.0044	-0.0008
Si	0.0004	-0.0027	-0.0061
Si	-0.0021	-0.0002	-0.0013
Si	-0.0125	0.0068	-0.0017
Si	-0.0072	0.0005	-0.0039
Si	0.0019	0.0023	-0.0044
Si	-0.0027	0.0019	-0.0112
Si	-0.0041	0.0029	-0.0108
Si	0.0013	-0.0063	-0.0009
Si	-0.0087	0.0089	-0.0269
Si	-0.0042	0.0041	-0.0024
Si	-0.0041	-0.0029	-0.009
Si	-0.0052	0.0003	-0.0016
Si	-0.0623	0.0076	0.0202
Si	0.0047	-0.0029	-0.0021
Si	-0.0009	0.0007	-0.0049
Si	0.0029	-0.0013	-0.0105
Si	0.0007	-0.0027	-0.0046
Si	0.0024	-0.0022	-0.008
Si	0.0029	0.0016	-0.0064
Si	-0.0004	0.0022	-0.0043
Si	-0.0015	0.0014	-0.0049
Si	0.0021	-0.0041	-0.0195
Si	0.0029	-0.0023	0.0003
Si	0.0017	0.0037	0.0022
Si	-0.0023	-0.0027	-0.0087
Si	-0.0018	0.0016	-0.0058
Si	-0.0023	0.0008	-0.008
Si	0.0039	-0.0036	0.0003
Si	-0.0018	-0.0021	-0.0022
Si	0	0.004	-0.0081
Si	-0.0205	0.0098	0.0069
Si	0.0021	-0.0009	-0.0019
O	-0.0022	-0.0086	-0.0038
O	0.0008	0.0019	0.008
O	-0.0043	-0.0045	-0.0003
O	0.0057	-0.0005	0.005
O	-0.0015	0.0003	-0.0027
O	0.0054	-0.0007	-0.0056
O	0.0003	-0.0011	-0.0052
O	0.005	0.0009	0.0004
O	0.0014	-0.0027	0.0001
O	-0.0011	0.0004	0.0029
O	-0.0001	-0.0007	-0.0086
O	-0.0047	0.007	0.0015
O	0.0027	0.0033	-0.0044
O	0.0023	-0.0013	-0.0014
O	-0.0001	-0.0009	-0.0057
O	0.0015	-0.0037	0.004
O	0.0047	0.0006	-0.0016
O	0.0018	0.0015	0.0054
O	0.0012	-0.0021	-0.0049
O	-0.0337	-0.0155	0.0394
O	0.0037	-0.0021	0.003
O	-0.0015	-0.0025	0.0032
O	0.0013	0.0014	-0.0015
O	0.003	0.0023	0.0053
O	0.0652	0.0652	-0.0125
O	-0.0014	0.0024	-0.0007
O	0.0048	-0.0046	0.0007
O	-0.0026	0.0002	-0.0045
O	-0.0037	0.0014	-0.0093
O	-0.0023	-0.0008	-0.0011
O	-0.0002	-0.0003	-0.005
O	-0.0013	-0.0001	-0.005
O	0.001	0.0004	-0.0067
O	0.0023	0.0004	-0.0053
O	-0.0048	0.0008	-0.0011
O	0.0003	0.0017	-0.0042
O	-0.0019	0.0004	-0.0079
O	-0.0047	-0.0062	0.0033
O	0.0012	-0.0015	-0.0081
O	-0.0009	-0.0021	-0.0036
O	-0.0051	0.0048	0.0023
O	-0.0048	0.0097	-0.002
O	0.0007	-0.0057	0.0052
O	0.0005	-0.0009	-0.0061
O	0	-0.0039	-0.0019
O	-0.0011	-0.0024	-0.006
O	0.0034	-0.0034	-0.0013
O	0.0022	0.0061	0.005
O	-0.0057	0.004	-0.0023
O	0.0001	-0.0027	-0.0018
O	-0.0051	0.0039	-0.0076
O	0.0041	-0.0019	0.0047
O	-0.0024	0.0004	-0.0008
O	-0.0023	0.0022	-0.005
O	0.0095	-0.0002	-0.0033
O	-0.0082	-0.0173	-0.0267
O	-0.0013	-0.0034	-0.0046
O	-0.0019	0.0024	-0.0098
O	-0.002	-0.0013	-0.0024
O	-0.0044	0.0052	-0.0023
O	-0.0145	-0.0123	0.0806
O	-0.0009	0.0016	-0.0018
O	-0.013	0.0211	0.03
O	0.0039	-0.0054	0.0021
O	-0.0039	-0.0022	-0.0063
O	0.0035	0.0016	-0.0037

The program warned: the cutoff lies below the one the program advises for these potential files; the forces do not sum to zero within the program's tolerance; the exchange-correlation potential is rough where the density is thin.
